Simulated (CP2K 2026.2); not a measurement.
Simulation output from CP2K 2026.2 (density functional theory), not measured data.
Periodic cell of 507 atoms, Si360O147, from a study of silicon, its oxide and their interface. The atomic structure is a simulated model.
Doubt: the forces sum to 2.12 eV/angstrom along one axis rather than to zero, so they err by at least 0.0042 eV/angstrom per atom on average; the grid cutoff is modest.

Settings: functional PBE; method Gaussian and plane waves; basis set DZVP-MOLOPT-SR-GTH; pseudopotentials GTH-PBE; grid cutoff 300 Ry, relative cutoff 40 Ry; k points Gamma only; occupations fixed; spin none; net charge 0.

Cell vectors (angstrom)
a 16.32 0 0
b 0 16.32 0
c -6.4818 -4.6421 33.561

Atoms and the computed forces on them: element, x, y, z (angstrom), force x, y, z (eV/angstrom)
Si -1.844 -0.95 1.548 -0.187 0.076 0.519
Si 0.904 1.769 1.516 -0.026 0.059 0.03
Si -0.831 3.499 1.422 -0.03 -0.033 0.034
Si 1.88 6.254 1.347 0.23 -0.192 0.503
Si -1.848 -6.296 1.368 -0.265 0.178 0.499
Si 1.808 -4.544 1.547 0.057 0.004 -0.019
Si 4.651 -1.881 1.64 -0.01 0.068 0.088
Si 7.484 0.934 1.456 -0.022 -0.09 0.018
Si 3.661 4.49 1.368 -0.023 0.011 -0.006
Si 7.123 6.381 1.545 -0.046 -0.035 -0.082
Si 3.553 10.043 1.485 -0.021 0.006 0.028
Si -9.981 -3.597 1.733 0.027 0.033 0.074
Si -7.039 -0.706 1.564 -0.391 -0.006 0.444
Si -3.611 0.676 1.583 0.048 -0.037 0.061
Si -7.471 4.713 1.668 -0.044 0.036 0.072
Si -4.644 7.259 1.362 0.016 0.024 0.045
Si -6.362 -7.334 1.372 0.174 -0.167 0.517
Si -3.643 -4.572 1.294 0.007 -0.043 0.001
Si -0.07 0.02 2.754 0.041 0.012 -0.058
Si 2.659 2.809 2.733 0.003 0.004 -0.014
Si 0.097 5.324 2.638 0.006 -0.002 -0.069
Si 2.687 8.136 2.627 0.028 0.005 -0.027
Si -0.042 -5.465 2.702 0.017 -0.012 -0.03
Si 2.807 -2.805 2.793 0.019 -0.038 -0.068
Si 5.636 -0.01 2.68 0.008 0.057 -0.075
Si -8.152 2.744 2.811 0.016 0.049 -0.025
Si 5.364 5.409 2.748 -0.025 -0.051 0.01
Si -8.129 8.122 2.718 0.012 0.027 -0.064
Si 5.302 10.941 2.848 -0.047 0 -0.016
Si -8.079 -2.59 2.666 0.039 0.015 -0.07
Si -5.374 0.025 3.022 0.056 0.066 0.028
Si -2.661 2.596 2.643 -0.017 0.018 -0.031
Si -5.555 5.566 2.729 0.031 0.003 -0.044
Si -2.826 8.22 2.599 -0.007 -0.022 -0.069
Si -5.376 -5.543 2.599 -0.02 0.025 -0.059
Si -2.761 -2.809 2.679 -0.063 0.034 -0.028
Si -1.394 1.33 4.186 -0.042 -0.007 -0.024
Si 1.364 4.096 4.194 0.01 -0.005 -0.04
Si -1.374 6.778 3.863 0.025 0.033 -0.003
Si 1.261 9.407 4.044 0.006 0.006 -0.008
Si -1.312 -4.037 4.08 -0.035 -0.013 -0.021
Si 1.382 -1.363 4.005 -0.031 -0.009 0.006
Si 4.122 1.366 3.944 -0.007 -0.031 -0.031
Si 6.684 4.004 4.131 0.018 0.041 -0.03
Si 4.095 6.879 4.071 -0.016 -0.035 -0.006
Si 6.783 9.527 4.007 0.016 -0.03 0.019
Si 4.049 12.237 4.309 -0.002 0.02 -0.059
Si -9.401 -1.306 4.169 -0.007 0.048 -0.059
Si -6.703 1.517 4.229 -0.034 0.02 -0.009
Si -4.083 4.082 3.908 -0.023 -0.044 -0.006
Si -6.828 6.845 4.217 0.012 -0.008 -0.056
Si -4.075 -6.801 4.116 -0.03 -0.015 -0.033
Si -6.758 -4.106 3.931 -0.007 0.017 -0.012
Si -4.11 -1.533 4.184 0.056 -0.002 -0.028
Si -2.741 -0.08 5.479 -0.011 0.012 0.001
Si -0.012 2.711 5.498 -0.005 0.028 -0.028
Si -2.712 5.437 5.294 -0.022 -0.004 -0.009
Si -0.076 8.077 5.391 -0.02 -0.012 0.026
Si -2.693 -5.425 5.428 -0.014 0.001 -0.015
Si 0.034 -2.689 5.434 0.014 -0.003 0.02
Si 2.756 0.01 5.344 0.018 0.019 0.03
Si 5.374 2.665 5.478 -0.024 -0.014 0.036
Si 2.739 5.499 5.458 0.002 -0.005 -0.002
Si 5.465 8.187 5.439 -0.012 0.011 0.015
Si 2.626 10.799 5.467 0.007 -0.014 -0.035
Si 5.497 -2.677 5.502 0.035 -0.011 -0.014
Si -8.084 0.072 5.511 -0.016 0.003 -0.015
Si -5.34 2.844 5.501 0.014 -0.011 0.044
Si -8.222 5.412 5.45 0.016 0.005 -0.025
Si -5.434 8.193 5.507 0.025 0.031 0.014
Si -8.15 -5.425 5.341 -0.003 0.029 0.023
Si -5.486 -2.842 5.487 0.008 -0.014 0.024
Si -1.334 -1.372 6.828 -0.013 -0.015 0.004
Si 1.394 1.341 6.778 0.033 -0.043 -0.002
Si -1.391 4.105 6.771 -0.039 0.018 -0.009
Si 1.328 6.802 6.797 0.01 0 0.007
Si -1.369 9.492 6.771 -0.011 -0.006 0.009
Si 1.332 12.222 6.806 -0.014 0.001 0.008
Si 4.087 -1.323 6.79 -0.024 0.032 -0.014
Si 6.794 1.365 6.836 -0.003 0.014 0.006
Si 4.058 4.088 6.81 0 -0.008 0.01
Si 6.783 6.8 6.812 -0.014 0.004 0.002
Si 4.063 9.505 6.803 0.012 -0.011 -0.001
Si 6.844 12.233 6.792 0.039 -0.026 -0.003
Si -6.779 -1.379 6.821 0.023 0.016 -0.006
Si -4.059 1.356 6.811 -0.011 0.008 -0.005
Si -6.799 4.125 6.822 0.016 -0.009 0.004
Si -4.05 6.778 6.758 0.021 -0.026 -0.007
Si -6.819 -6.756 6.796 -0.014 0.02 -0.002
Si -4.07 -4.129 6.832 -0.017 0.006 0.018
Si 0.031 -0.003 8.161 -0.005 0.003 0.016
Si 2.711 2.719 8.164 -0.001 0.036 0.004
Si -0.02 5.436 8.153 0.011 -0.003 0.015
Si 2.702 8.151 8.161 -0.012 -0.005 0.005
Si -0.026 10.861 8.153 -0.008 0.005 0.006
Si 2.724 -2.719 8.129 0.018 -0.023 0
Si 5.434 0.009 8.184 0.007 -0.003 0.015
Si 8.167 2.734 8.167 -0.005 0.005 0.008
Si 5.429 5.437 8.168 0.005 -0.008 0.013
Si 8.154 8.175 8.148 0.005 -0.003 0.007
Si 5.444 10.88 8.136 -0.005 0.02 0.01
Si 8.172 -2.724 8.177 -0.016 0.005 0.017
Si -5.425 -0.004 8.166 0.003 -0.008 0.007
Si -2.708 2.726 8.158 0.015 -0.01 0.009
Si -5.427 5.469 8.163 -0.021 0 0.009
Si -2.719 8.142 8.145 0 0.012 0.009
Si -5.446 -5.453 8.192 0.013 -0.004 0.008
Si -2.713 -2.735 8.166 -0.004 -0.005 0.014
Si -1.362 1.355 14.954 0.026 -0.01 -0.018
Si 1.351 4.075 14.954 0.005 -0.009 -0.015
Si -1.368 6.791 14.981 0.003 -0.006 0.003
Si 1.345 9.519 14.958 -0.002 0 0.003
Si -1.327 -4.065 14.965 -0.001 -0.003 -0.007
Si 1.377 -1.361 14.971 -0.008 0.02 -0.003
Si 4.086 1.352 14.989 -0.008 0.014 0.001
Si 6.796 4.065 14.968 0.01 -0.001 -0.003
Si 4.061 6.8 14.951 -0.008 0.017 -0.006
Si 6.779 9.525 14.923 0.007 -0.005 -0.013
Si 4.077 -4.065 14.954 0.015 -0.02 -0.003
Si 6.802 -1.341 14.958 -0.003 0.008 0.003
Si -6.782 1.376 14.974 -0.008 0.01 0.004
Si -4.076 4.05 14.966 -0.003 -0.007 0.002
Si -6.821 6.781 14.922 -0.006 0.003 -0.012
Si -4.079 9.511 14.951 -0.015 0.004 -0.004
Si -6.803 -4.066 14.948 0.011 -0.015 -0.007
Si -4.067 -1.331 14.954 -0.004 0.002 -0.012
Si -2.725 0.032 16.342 -0.015 0.004 0.002
Si -0.005 2.71 16.309 -0.01 0.01 -0.021
Si -2.725 5.405 16.328 0.007 0.006 -0.006
Si 0.004 8.147 16.337 -0.003 0.01 0.004
Si -2.694 -5.444 16.288 0.002 0.015 -0.005
Si 0.04 -2.714 16.352 0.004 -0.025 0.002
Si 2.734 -0.019 16.354 0.02 -0.034 -0.015
Si 5.451 2.707 16.355 0.004 -0.009 0.004
Si 2.708 5.429 16.315 -0.015 -0.003 -0.014
Si 5.429 8.166 16.286 0.023 -0.005 -0.007
Si 2.683 10.917 16.3 -0.004 0.031 -0.006
Si 5.434 -2.694 16.313 -0.002 -0.001 -0.002
Si -8.16 0.025 16.32 -0.012 -0.012 -0.001
Si -5.398 2.692 16.367 0.031 -0.015 0.017
Si -8.173 5.444 16.31 -0.015 0.009 -0.01
Si -5.47 8.135 16.271 0 0.001 -0.015
Si -8.196 -5.425 16.274 0.001 -0.006 -0.017
Si -5.429 -2.698 16.288 -0.003 -0.002 -0.001
Si -1.35 -1.338 17.651 -0.016 -0.031 -0.049
Si 1.394 1.398 17.66 -0.017 0.005 0.022
Si -1.395 4.005 17.697 -0.028 0 -0.003
Si 1.313 6.722 17.697 -0.025 -0.023 0.011
Si -1.308 -6.748 17.677 -0.009 0.005 -0.004
Si 1.405 -4.045 17.765 0.006 0 -0.009
Si 4.06 -1.411 17.741 0.009 -0.013 -0.014
Si -9.552 1.304 17.734 -0.003 0.014 0.01
Si 4.109 4.122 17.681 0.019 0.009 -0.035
Si -9.554 6.801 17.667 -0.005 0.002 -0.011
Si 4.048 9.543 17.59 -0.014 -0.007 0.02
Si -9.487 -4.015 17.647 0.011 0.02 0.019
Si -6.744 -1.295 17.647 0.021 0.03 -0.005
Si -4.032 1.36 17.813 -0.017 0.004 -0.003
Si -6.793 4.081 17.639 0.017 0.01 0.019
Si -4.099 6.796 17.629 -0.01 -0.022 0.013
Si -6.881 9.473 17.59 -0.008 -0.007 -0.029
Si -4.085 -4.097 17.61 0.021 -0.001 -0.037
Si 0.006 0.054 18.978 -0.045 -0.046 0.047
Si 2.787 2.747 19.014 0.001 -0.031 0.058
Si -0.063 5.313 19.076 0.054 0.001 -0.009
Si 2.721 8.134 18.923 0.006 0.015 -0.001
Si 0.045 -5.401 19.109 -0.019 -0.039 -0.022
Si 2.755 -2.725 19.234 0.053 -0.008 -0.009
Si 5.413 -0.109 19.131 0.007 0.028 0.004
Si -8.144 2.712 18.981 0.001 -0.006 -0.046
Si 5.431 5.486 19.09 0.007 -0.01 -0.039
Si -8.246 8.182 19.025 0.04 -0.03 -0.009
Si 5.373 10.97 18.903 -0.03 0.02 0.014
Si -8.07 -2.642 18.988 -0.037 -0.042 0.002
Si -5.394 -0.049 19.135 -0.01 0.008 -0.022
Si -2.687 2.74 19.231 0.011 0.047 -0.007
Si -5.458 5.451 19.009 -0.026 -0.003 -0.028
Si -2.716 -8.138 18.92 -0.004 0.002 -0.03
Si -5.507 -5.49 18.865 0.02 0.026 0.011
Si -2.703 -2.751 18.956 0 -0.013 0.026
Si -1.258 1.317 20.535 -0.046 -0.038 0.052
Si 1.4 3.989 20.444 -0.024 0.086 0.036
Si -1.48 6.763 20.297 -0.024 0.006 0.037
Si 1.443 -6.842 20.338 -0.041 -0.033 0.07
Si -1.333 -4.004 20.426 0.054 0.024 0.098
Si 1.317 -1.25 20.421 -0.021 -0.058 0.033
Si 4.043 1.332 20.431 0.057 -0.03 0.002
Si -9.496 4.07 20.352 -0.011 -0.015 0.034
Si 4.072 6.911 20.412 0.025 -0.02 0.066
Si -9.644 9.633 20.253 0.008 -0.022 0.005
Si 4.189 -4.134 20.572 -0.015 -0.007 0.09
Si 6.857 -1.465 20.481 -0.001 -0.002 0.025
Si -6.795 1.374 20.381 0.018 -0.001 0.066
Si -4.13 4.17 20.504 0.001 0.008 0.077
Si -6.866 6.809 20.339 0.018 0.036 0.01
Si -4.126 -6.793 20.209 0.003 -0.022 0.033
Si -6.742 -4.087 20.271 0.032 0.028 0.037
Si -4.036 -1.509 20.447 -0.029 0.034 0.107
Si -2.274 -0.519 21.646 0.195 -0.139 -0.692
Si 0.599 2.179 21.795 0.026 0.011 0.026
Si -3.161 5.942 21.769 0.084 -0.208 -0.755
Si 0.163 7.87 21.485 0.017 0.205 -0.708
Si -3.117 -5.112 21.455 -0.096 0.243 -0.545
Si -0.472 -2.13 21.654 -0.237 0.061 -0.614
Si 2.275 0.446 21.76 0.053 -0.008 0.06
Si 5.738 2.44 21.63 -0.19 0.109 -0.7
Si 2.462 5.732 21.648 0.106 -0.165 -0.661
Si 4.983 8.738 21.649 0.009 0.046 0.037
Si 3.178 -5.975 21.705 0.006 -0.025 -0.013
Si 6.098 -3.304 21.821 0.069 -0.147 -0.633
Si -8.346 0.218 21.693 0.107 -0.182 -0.776
Si -5.741 2.972 21.74 0.172 -0.043 -0.69
Si -7.957 5.222 21.692 -0.362 0.336 -0.029
Si -5.412 -8.183 21.596 -0.023 0.019 -0.61
Si -4.852 -3.463 21.586 0.044 0.062 -0.625
Si -8.507 -5.046 21.465 0.01 0.051 0.016
Si 0.927 -3.532 27.218 0.001 -0.034 0
Si 3.085 -0.088 23.936 -0.309 0.204 -0.581
Si 0.225 2.908 24.013 0.224 -0.19 -0.555
Si 2.623 4.744 24.495 0.009 -0.082 -0.05
Si -0.202 -7.626 24.292 -0.002 0.046 -0.058
Si 2.032 -5.769 23.755 0.271 -0.06 -0.575
Si -10.598 -0.647 27.055 -0.024 -0.072 0.001
Si -3.202 -5.786 -3.265 -0.014 0.066 0.005
Si 4.739 2.546 24.439 -0.018 0.096 -0.119
Si -6.817 6.709 25.922 -0.007 0.068 -0.005
Si -10.233 -7.848 23.704 -0.346 0.149 -0.521
Si 4.968 -7.238 26.534 0.052 -0.024 -0.102
Si 1.303 0.888 26.204 0.108 -0.054 -0.042
Si -3.764 -0.288 24.439 -0.021 -0.025 -0.11
Si -4.715 2.498 24.654 -0.006 0.056 -0.163
Si -2.356 4.413 24.382 -0.08 0.036 -0.107
Si -7.516 -6.299 23.146 -0.197 0.311 -0.632
Si -0.014 -3.504 24.249 0.044 -0.006 -0.041
Si 0.309 3.417 -2.523 -0.112 -0.033 -0.008
Si -7.006 4.307 -0.511 -0.229 0.211 0.515
Si -2.276 -3.712 -5.518 0.017 -0.027 0.032
Si -6.833 -1.033 24.233 0.049 -0.035 -0.074
Si -4.189 -4.487 26.547 0.015 0.054 -0.104
Si -2.258 -5.411 24.418 0.048 0.011 -0.13
Si -6.106 6.258 -5.565 -0.006 -0.023 0.149
Si 4.609 -6.801 -0.548 -0.441 0.066 0.488
Si -9.419 3.838 25.984 -0.006 0.025 -0.044
Si -4.591 2.938 -1.341 0.078 0.009 0.015
Si -1.475 -1.296 -4.045 -0.011 0.035 0.134
Si -8.642 5.975 23.799 0.11 -0.16 -0.591
Si 1.369 4.691 -4.95 0.058 -0.033 0.004
Si -10.119 3.706 -5.324 0.028 -0.001 0.029
Si 1.966 -6.976 -4.931 -0.05 0.033 -0.089
Si -4.117 -3.94 -0.981 0.093 -0.176 0.561
Si -6.436 -2.572 -2.474 -0.003 -0.084 0.069
Si -10.052 -4.314 -0.447 -0.115 0.312 0.557
Si -9.901 7.059 -0.617 0.184 -0.207 0.611
Si 2.985 6.653 26.968 0.125 -0.078 -0.056
Si -1.894 4.073 -0.594 0.31 -0.168 0.547
Si -4.417 -0.646 -3.238 -0.008 0.144 0.196
Si -1.632 -7.546 -1.481 0.039 -0.01 0.078
Si -6.152 6.329 -2.522 -0.073 0.02 0.075
Si 5.243 5.122 -2.756 -0.046 -0.027 0.019
Si 2.733 -1.746 -4.823 0.188 0.008 0.015
Si 4.936 -1.854 -0.644 -0.102 -0.191 0.708
Si 1.119 7.606 -1.42 0.056 -0.015 0.042
Si 4.386 3.283 -0.588 -0.195 0.416 0.468
Si -7.617 -0.637 27.185 -0.002 -0.173 0.025
Si -3.741 6.635 -0.735 -0.358 0.083 0.595
Si -4.897 -7.096 -5.44 0.014 -0.007 -0.008
Si -7.458 -7.465 -1.565 0.046 -0.047 0.195
Si -10.405 -1.263 -4.906 0 0.025 0.048
Si -1.514 6.68 26.103 0.017 0.154 -0.075
Si -3.122 -1.747 27.072 0.013 0.142 0.007
Si -9.63 -4.244 -5.261 0.014 0.055 0.097
Si 3.614 -4.595 26.259 -0.083 0.018 -0.012
Si 2.202 -6.126 -2.037 0.102 -0.034 0.093
Si -8.28 -4.736 -2.716 0.026 -0.001 0.034
Si 5.022 -2.299 24.619 0.01 -0.045 -0.074
Si -6.176 -3.856 24.393 0.043 -0.067 -0.18
Si -4.226 2.152 -4.119 0.065 -0.016 -0.011
Si -6.571 3.724 26.695 -0.056 0.034 0.052
Si 1.869 1.601 -0.601 -0.246 -0.163 0.592
Si -8.998 1.936 -0.671 -0.013 -0.399 0.709
Si 2.997 6.92 -3.949 0.002 -0.066 0.151
Si -8.999 -0.74 -2.075 -0.029 -0.026 -0.068
Si -1.148 1.624 -4.556 -0.145 0.033 -0.041
Si -4.874 0.197 -0.343 0.388 -0.104 0.455
Si -4.15 7.379 27.015 -0.067 0.033 0.018
Si 1.192 -3.669 -0.524 0.067 -0.288 0.58
Si 2.354 -1.129 -1.834 0.051 -0.013 0.024
Si -1.413 -2.336 -1.195 -0.041 0.031 0.077
Si -1.336 1.368 9.513 0.014 0.034 0.007
Si 1.342 4.074 9.518 -0.021 -0.029 0.005
Si -1.361 6.8 9.52 0.003 0.014 -0.003
Si 1.352 9.523 9.514 0.016 0.022 0.005
Si -1.369 -4.101 9.529 -0.017 -0.022 0.002
Si 1.374 -1.374 9.517 -0.004 -0.001 -0.004
Si 4.08 1.374 9.534 0.009 0.006 -0.004
Si 6.804 4.089 9.526 0.009 0.023 -0.003
Si 4.058 6.788 9.523 -0.011 -0.02 -0.003
Si 6.789 9.52 9.515 0 -0.018 -0.007
Si 4.088 -4.071 9.496 0.012 0.013 0.01
Si 6.796 -1.366 9.525 -0.014 -0.016 0.009
Si -6.802 1.353 9.515 -0.019 -0.024 -0.001
Si -4.084 4.078 9.513 -0.015 -0.017 -0.013
Si -6.795 6.825 9.517 0.022 0.024 0.008
Si -4.082 -6.827 9.525 -0.034 -0.019 0.006
Si -6.789 -4.072 9.543 0.029 0.011 -0.004
Si -4.062 -1.359 9.524 0.02 0.018 -0.001
Si -2.701 0.005 10.873 -0.006 -0.014 -0.005
Si 0.004 2.719 10.894 0.01 0.001 0.005
Si -2.722 5.435 10.875 0.001 0.007 -0.001
Si -0.003 8.162 10.878 0 -0.007 -0.001
Si -2.73 -5.453 10.887 -0.001 0.004 -0.005
Si 0.005 -2.732 10.872 -0.005 -0.007 -0.002
Si 2.722 -0.001 10.88 0.002 0.002 0
Si 5.445 2.729 10.889 0.01 0.004 0.005
Si 2.706 5.429 10.886 0.002 0.006 -0.002
Si 5.426 8.156 10.871 -0.011 0.002 -0.002
Si 2.719 -5.43 10.857 -0.008 -0.011 -0.006
Si 5.435 -2.719 10.878 0.007 0.004 0.001
Si -8.163 0 10.878 0 0.009 0.001
Si -5.441 2.714 10.869 0.001 0.007 0
Si -8.156 5.453 10.873 0.003 -0.009 -0.006
Si -5.439 8.155 10.899 -0.001 0.003 0.002
Si -8.165 -5.439 10.879 0 0.01 -0.003
Si -5.425 -2.71 10.894 -0.007 -0.001 0.005
Si -1.345 -1.361 12.231 0.007 0.009 0.001
Si 1.363 1.351 12.249 -0.007 0.001 0.002
Si -1.36 4.084 12.241 -0.004 -0.011 -0.002
Si 1.352 6.802 12.24 -0.009 0.002 0
Si -1.367 9.51 12.244 -0.008 0.011 -0.004
Si 1.367 -4.083 12.236 0.017 -0.001 0.005
Si 4.086 -1.35 12.24 -0.003 -0.003 0.006
Si 6.809 1.367 12.245 -0.003 -0.01 0.001
Si 4.071 4.071 12.25 -0.003 0.005 0.001
Si 6.786 6.796 12.234 0.016 0.007 0.002
Si 4.066 9.524 12.221 0.006 0.008 0.001
Si 6.794 -4.078 12.236 -0.006 -0.005 0.006
Si -6.8 -1.352 12.241 0.002 0.004 0.001
Si -4.075 1.36 12.229 0.003 0.007 -0.002
Si -6.8 4.077 12.225 -0.002 0.005 -0.003
Si -4.082 6.781 12.247 -0.011 -0.008 0.001
Si -6.799 9.528 12.24 0.01 -0.012 0
Si -4.068 -4.074 12.253 -0.004 -0.007 0.009
Si 0.006 -0.011 13.608 -0.002 -0.009 -0.001
Si 2.72 2.704 13.616 -0.008 -0.023 0.004
Si -0.005 5.447 13.605 0.012 0.02 0
Si 2.713 8.169 13.592 0.005 0.013 -0.008
Si -0.003 10.877 13.591 -0.01 -0.015 -0.001
Si 2.724 -2.71 13.592 0.001 0.006 0.003
Si 5.443 0.015 13.602 0.018 0.012 -0.002
Si 8.174 2.728 13.604 0.02 0.019 -0.008
Si 5.431 5.432 13.606 -0.007 -0.015 0.009
Si 8.149 8.163 13.579 0.002 0.009 -0.001
Si 5.418 10.886 13.581 -0.006 -0.012 -0.007
Si 8.152 -2.712 13.594 -0.013 -0.009 0.003
Si -5.44 0.011 13.596 -0.005 -0.003 0.007
Si -2.715 2.715 13.591 -0.009 0.011 0.005
Si -5.441 5.411 13.6 -0.004 -0.013 -0.004
Si -2.723 8.142 13.603 -0.004 -0.017 -0.004
Si -5.437 -5.433 13.602 -0.007 0.012 0.003
Si -2.698 -2.705 13.608 0.021 0.01 0
O -3.879 1.19 25.074 0.462 -0.004 0.499
O -1.736 5.157 25.657 0.12 -0.297 0.292
O -3.057 -1.067 -3.948 -0.129 -0.259 -0.104
O -0.376 7.37 25.186 0.386 -0.161 -0.023
O -1.864 -6.524 -2.714 0.707 0.214 -0.193
O -2.825 -5.732 22.95 0.083 -0.222 0.057
O 0.02 -2.254 23.232 0.293 0.45 0.282
O 2.066 -0.138 25.204 -0.21 -0.396 0.056
O -9.486 1.316 22.12 -0.088 -0.134 0.213
O 3.538 3.492 24.973 -0.241 0.032 0.59
O 1.25 6.77 22.044 0.018 -0.138 0.271
O 1.08 4.261 24.345 -0.008 0.235 -0.095
O 3.795 8.03 26.832 -0.245 0.179 0.279
O -7.655 -0.334 23.05 0.104 -0.075 0.265
O -5.211 2.287 23.125 0.187 -0.42 0.02
O -6.84 4.1 22.188 0.274 -0.08 0.31
O 2.302 5.985 -5.069 0.152 0.13 -0.431
O -9.821 -2.657 -5.462 0.204 0.004 -0.509
O -1.557 -3.953 24.411 -0.233 0.654 0.266
O -10.015 -7.662 27.317 0.268 -0.067 0.021
O -2.876 -2.973 -1.41 -0.276 0.032 -0.057
O 1.535 -7.194 -1.001 0.095 0.108 0.337
O 0.262 0.118 27.15 -0.068 0.274 -0.197
O -2.632 5.5 -0.387 -0.082 0.043 0.504
O 4.226 4.103 -1.994 -0.585 -0.146 -0.332
O 1.85 -4.615 -1.651 0.278 0.143 -0.488
O 1.546 6.968 27.571 0.133 -0.02 0.246
O -1.306 -6.706 -0.132 0.271 0.217 -0.065
O -0.121 2.186 -3.458 0.047 -0.182 0.151
O 1.171 2.877 -1.294 -0.075 0.659 0.061
O -7.854 3.032 -1.023 -0.219 0.097 -0.447
O 3.219 -7.977 -4.687 0.7 0.181 -0.037
O -10.407 -2.942 23.426 0.164 -0.297 0.107
O -4.295 7.066 22.207 0.104 0.311 0.139
O -5.526 7.637 26.201 0.156 0.222 -0.306
O -6.463 7.906 -2.401 0.346 0.274 -0.383
O -3.006 7.976 -1.253 -0.339 0.226 -0.098
O -3.099 -1.246 25.543 0.051 -0.482 -0.216
O 0.825 -4.694 23.527 -0.27 -0.055 -0.691
O -10.357 -5.904 -0.588 0.534 -0.241 0.134
O 2.902 -5.272 24.994 -0.181 -0.029 -0.12
O -3.458 -5.444 25.478 -0.289 -0.241 -0.164
O 3.462 1.94 -0.568 0.288 -0.346 0.108
O -9.125 -0.155 27.492 0.08 0.13 0.448
O -10.146 4.341 -3.831 0.511 -0.175 0.327
O -7.09 -3.807 -3.286 0.411 -0.159 -0.179
O -6.163 -0.697 0.144 -0.146 -0.232 -0.348
O -4.962 0.732 -3.889 -0.453 -0.137 -0.532
O -1.421 -1.223 -0.022 0.043 0.363 -0.228
O 2.344 1.661 27.173 -0.072 0.457 0.146
O -6.391 5.17 26.026 0.402 0.156 -0.474
O -5.39 1.591 -0.967 -0.479 0.088 0.049
O -8.688 -4.092 -1.289 0.286 0.381 0.084
O -7.773 -6.238 -2.541 0.13 -0.235 -0.197
O -10.342 4.802 26.894 -0.101 0.479 -0.234
O 1.364 6.604 -0.181 -0.003 -0.115 -0.16
O 1.352 -7.172 24.249 0.414 -0.335 0.113
O -7.974 7.026 26.999 -0.121 -0.173 0.15
O -4.636 6.136 -1.997 0.324 -0.177 -0.286
O -3.042 2.936 -0.873 0.206 -0.533 0.228
O -1.366 3.211 23.988 -0.185 -0.34 -0.544
O -7.275 -0.408 25.639 -0.228 0.574 -0.042
O 1.247 4.399 -3.371 0.427 0.179 0.303
O -5.472 -1.822 -3.52 -0.081 -0.197 -0.715
O -0.452 7.707 -1.797 -0.264 -0.531 -0.198
O -5.45 7.72 -5.506 -0.178 0.206 0.064
O -7.584 -1.506 -2.063 0.101 -0.147 0.386
O 1.872 -0.756 -5.762 -0.794 0.151 -0.005
O 4.691 0.57 27.233 0.225 0.221 -0.449
O 1.594 -6.332 -3.504 -0.507 0.355 -0.129
O -6.284 -7.287 22.674 0.097 -0.196 -0.024
O -0.969 4.194 -1.923 -0.175 0.249 -0.528
O 4.513 -5.739 26.968 0.039 0.255 0.236
O -9.902 -0.086 -5.89 -0.5 -0.097 -0.037
O -1.156 -6.483 24.903 -0.121 0.003 0.426
O 5.028 -3.438 -1.098 -0.482 -0.422 -0.716
O 0.591 -3.108 25.686 -0.025 0.432 -0.056
O 3.134 5.243 23.046 0.697 0.022 -0.018
O -10.405 2.744 -0.579 0.091 -0.048 0.266
O -3.809 3.826 24.738 -0.088 0.342 0.1
O 3.782 -1.557 23.879 -0.182 -0.4 -0.424
O -5.542 -3.174 -1.24 -0.37 -0.038 0.527
O 2.52 -3.259 -5.333 -0.059 -0.199 0.453
O -10.518 -1.204 25.531 0.305 0.398 -0.173
O -2.77 -0.223 23.178 0.221 0.181 0.506
O -8.897 4.657 24.699 0.053 -0.38 -0.078
O -8.763 -7.143 23.751 0.149 -0.008 0.479
O -0.414 -3.547 -0.769 -0.211 -0.192 0.321
O -2.639 1.889 -4.003 -0.062 0.206 0.246
O 2.019 7.127 -2.67 -0.011 -0.176 0.05
O 0.693 -7.849 -5.451 -0.189 -0.375 0.383
O -6.333 5.795 -4.031 -0.06 -0.275 0.013
O -4.043 -5.213 -1.998 -0.391 -0.374 0.051
O -4.133 5.878 27.614 -0.076 -0.096 -0.431
O -5.457 -3.792 25.836 -0.117 0.433 0.274
O 4.679 3.344 -5.699 -0.142 -0.167 0.249
O -0.849 0.044 -4.698 0.512 -0.116 -0.23
O -9.874 -1.261 -0.811 0.169 0.207 0.233
O -5.394 4.052 -0.513 0.338 0.249 0.315
O -7.206 -2.614 24.259 -0.738 -0.275 -0.293
O -6.092 -6.034 -5.592 0.026 0.2 0.342
O -2.776 -4.59 -4.261 -0.212 0.276 -0.085
O 3.791 -6.428 -1.913 0.347 -0.065 -0.537
O -7.409 6.852 24.426 0.114 0.636 -0.23
O -0.661 -7.868 22.766 -0.81 0.232 -0.258
O -3.181 -3.351 27.086 0.441 -0.213 0.288
O -5.933 2.637 25.692 -0.344 -0.467 0.036
O -10.318 2.596 25.453 0.077 -0.572 0.185
O 4.3 -1.331 -4.854 -0.17 0.332 0.158
O -9.809 -1.024 -3.432 -0.114 -0.07 0.075
O 1.787 -2.175 -0.744 -0.176 0.478 0.313
O -0.908 -1.614 -2.556 0.477 0.109 0.004
O -6.8 -6.945 -0.175 0.254 0.247 -0.203
O -5.241 -0.81 24.008 0.029 -0.057 -0.273
O -8.141 3.351 26.857 -0.244 -0.286 0.327
O 0.499 1.901 25.247 -0.373 -0.06 0.246
O -9.171 2.388 -5.379 0.179 -0.062 0.144
O 2.484 -4.001 27.267 0.198 0.051 0.442
O 2.044 3.465 -5.747 -0.341 -0.338 -0.048
O -9.551 -4.661 -3.705 -0.305 -0.083 0.028
O 4.548 -3.435 25.653 0.43 -0.224 0.082
O -7.196 5.531 -1.566 -0.519 0.272 -0.172
O -4.667 3.168 -2.939 -0.252 0.457 -0.231
O -4.174 -0.52 -1.629 0.395 -0.199 0.064
O -5.091 -3.614 23.213 0.192 0.107 0.224
O -9.993 6.874 23.898 -0.359 -0.387 -0.117
O 1.66 0.295 -1.533 -0.412 -0.058 -0.162
O -2.466 5.455 23.155 0.269 0.124 0.075
O -2.91 7.497 25.981 -0.136 0.237 -0.346
O 2.111 -1.619 -3.341 -0.642 -0.203 -0.285
O -1.242 -2.569 -5.008 0.655 -0.014 -0.346
O -1.048 6.67 27.646 -0.326 -0.32 0.37
O 4.4 6.274 -3.507 0.191 0.439 -0.353
O -4.605 2.787 -5.54 -0.421 -0.304 -0.227
O 2.783 5.952 25.531 -0.167 0.456 -0.092
O 5.035 7.943 -0.526 -0.483 -0.178 0
O -0.123 4.923 -5.516 -0.155 0.618 0.392
O -8.865 0.86 -1.883 -0.011 0.31 -0.398
O -8.799 8.032 -1.263 -0.024 0.22 -0.206
O -6.916 -5.284 24.268 -0.124 -0.113 0.455
O 3.953 -1.018 -1.61 0.126 0.262 -0.193
O 5.173 3.124 22.994 -0.11 0.6 0.134
O -10.16 5.807 -1.614 0.312 -0.253 0.063
O 4.222 1.031 24.283 0.247 -0.135 -0.02
O -4.129 -6.851 -4.045 -0.032 -0.497 0.348
O -7.457 -2.205 27.611 0.207 -0.223 -0.476
O 5.239 -7.241 24.934 -0.207 0.158 -0.118

Results
total energy: -102973.748 eV
total energy less fixed offsets of O -438.25, Si -107.07 eV per atom: -5.798 eV
